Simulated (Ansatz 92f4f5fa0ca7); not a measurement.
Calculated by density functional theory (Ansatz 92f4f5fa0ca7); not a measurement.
Periodic cell of 444 atoms, Si256O116H72, with a vacuum gap, from a study of silicon, its oxide and their interface. The atomic structure is a simulated model.

Settings: functional r2SCAN; potential files Ansatz PAW; basis plane waves; wave-function cutoff 800 eV; density cutoff ratio 5; exchange-correlation grid ratio 1; k mesh 1 x 1 x 1, Gamma-centred; self-consistency stop 2e-11 eV per atom in the density residual; occupations fixed; spin none; net charge 0; applied field sawtooth along c, amplitude +0.015 V/angstrom in the program's sign convention, ramp centred at 0.9866 of c and 0.0268 of c wide, no dipole correction.

Cell vectors (angstrom)
a	16.3305	0	0
b	0	16.3305	0
c	0	0	37.2672

Atoms and the computed forces on them: element, x, y, z (angstrom), force x, y, z (eV/angstrom)
Si	-0.516	0.479	23.397	-0.007	0.007	0.024
Si	2.645	2.933	23.726	-0.01	0.004	0.016
Si	0.358	5.065	23.612	0.003	-0.005	0.033
Si	3.146	7.849	23.496	0.003	-0.008	0.03
Si	-0.249	11.119	23.435	-0.005	-0.003	0.02
Si	3.137	13.235	23.389	0.006	-0.004	0.026
Si	5.691	-0.296	23.708	-0.004	-0.006	0.021
Si	8.452	2.359	23.737	0.003	-0.01	0.012
Si	5.271	5.594	23.846	-0.005	-0.003	0.014
Si	8.183	7.88	23.635	0.003	0.004	0.018
Si	5.472	11.111	23.549	-0.002	0.009	0.02
Si	8.054	14.023	23.707	-0.002	0	0.029
Si	10.669	0.183	23.883	0.001	0	0.031
Si	13.684	2.7	23.885	0.01	0.001	0.027
Si	11.545	4.879	23.438	0.012	0.003	0.017
Si	13.341	8.324	23.372	-0.001	0.004	0.02
Si	11.097	10.658	23.509	0.004	-0.002	0.03
Si	13.774	13.393	23.544	0.001	-0.003	0.018
Si	1.298	1.326	24.78	0.006	0.01	-0.002
Si	4.086	4.075	25.123	0.005	0.008	-0.014
Si	1.439	6.798	24.789	0.004	-0.002	-0.004
Si	4.237	9.494	24.798	-0.002	-0.005	-0.003
Si	1.443	12.203	24.688	-0.002	0.002	-0.001
Si	4.093	14.839	24.881	0.005	0	0
Si	6.827	1.289	25.027	0.01	0.001	-0.002
Si	9.691	4.037	24.805	-0.006	-0.009	0.003
Si	6.814	6.758	25.117	-0.002	-0.002	-0.013
Si	9.432	9.55	24.769	-0.006	-0.008	-0.004
Si	6.924	12.319	24.901	-0.008	-0.003	-0.001
Si	9.462	15.07	25.229	0.002	0.009	-0.014
Si	12.286	1.318	25.098	0.003	0.006	-0.011
Si	15.101	4.094	25.057	-0.004	-0.009	-0.014
Si	12.363	6.671	24.762	-0.003	-0.001	-0.004
Si	14.987	9.452	24.696	0	0.009	-0.001
Si	12.182	12.263	24.851	0.005	0.001	-0.008
Si	14.919	15.064	24.755	0.003	0	-0.004
Si	0.086	2.666	26.335	-0.009	0.009	-0.003
Si	2.685	-0.062	26.139	0	0.004	0.007
Si	0.028	8.152	26.127	0.004	-0.013	0.009
Si	2.694	5.487	26.34	-0.005	-0.006	-0.004
Si	0.057	13.642	26.047	0	-0.004	0.007
Si	2.764	10.833	26.127	0.006	-0.008	0.012
Si	5.485	2.679	26.343	-0.013	0.006	-0.004
Si	8.1	0.044	26.545	0.008	-0.012	-0.012
Si	5.474	8.21	26.34	0.005	0.006	-0.005
Si	8.296	5.353	26.247	-0.016	0.013	0.004
Si	5.479	13.577	26.306	0.001	0	0.004
Si	8.203	10.9	26.248	0	0.008	-0.001
Si	10.895	2.725	26.357	0.006	-0.013	0.004
Si	13.65	-0.071	26.337	-0.004	0.007	0
Si	10.88	8.09	26.078	0.014	-0.002	0.006
Si	13.699	5.493	26.301	0.015	-0.007	0.006
Si	10.89	13.586	26.311	-0.006	-0.002	0.003
Si	13.617	10.841	26.128	0.001	-0.004	0.007
Si	1.375	4.088	27.69	0.003	0.003	0.019
Si	4.044	1.302	27.585	0.002	0.008	0.025
Si	1.381	9.511	27.519	-0.009	0.008	0.025
Si	4.082	6.837	27.654	0.01	-0.01	0.013
Si	1.359	14.934	27.542	0.006	0.008	0.024
Si	4.081	12.182	27.582	0.013	0.023	0.022
Si	6.884	4.05	27.635	0.008	-0.012	0.015
Si	9.538	1.413	27.768	-0.014	0.001	0.008
Si	6.839	9.565	27.646	-0.005	-0.004	0.01
Si	9.58	6.793	27.577	-0.006	0.005	0.025
Si	6.747	14.934	27.759	-0.005	0.005	0.007
Si	9.545	12.219	27.649	-0.014	-0.012	0.014
Si	12.295	4.114	27.643	0	0.01	0.014
Si	15.007	1.333	27.656	0.002	0.013	0.01
Si	12.249	9.47	27.492	0.004	0.005	0.026
Si	15.039	6.854	27.628	-0.016	0.001	0.019
Si	12.268	14.928	27.657	-0.002	0.01	0.016
Si	15.009	12.246	27.446	-0.005	-0.002	0.017
Si	0.048	-0.03	28.962	0.005	0.001	0.199
Si	2.75	2.708	28.987	0.015	-0.005	0.185
Si	0.007	5.459	29.023	0.002	-0.006	0.206
Si	2.694	8.172	28.975	-0.023	0.019	0.231
Si	0.01	10.895	28.875	-0.008	-0.004	0.188
Si	2.705	13.571	28.928	0	-0.028	0.204
Si	5.367	-0.014	29.04	0.014	-0.022	0.217
Si	8.169	2.754	29.095	0.007	-0.014	0.241
Si	5.477	5.439	28.939	-0.025	0.016	0.196
Si	8.189	8.143	28.942	-0.012	-0.008	0.189
Si	5.427	10.864	29	-0.01	-0.007	0.223
Si	8.173	13.57	29.026	0.019	-0.007	0.22
Si	10.931	-0.006	29.012	0.02	-0.008	0.239
Si	13.646	2.731	28.993	0.02	-0.017	0.223
Si	10.919	5.474	28.995	0.028	-0.012	0.234
Si	13.619	8.194	28.951	0.009	0.006	0.181
Si	10.921	10.823	28.931	0.008	0.007	0.185
Si	13.67	13.56	28.914	0.031	-0.032	0.208
Si	1.368	1.363	30.34	0.104	-0.086	0.251
Si	4.115	4.094	30.317	0.038	-0.163	0.234
Si	1.37	6.816	30.38	-0.068	-0.014	0.231
Si	4.057	9.491	30.353	0.009	0.168	0.277
Si	1.338	12.224	30.308	0.082	-0.005	0.032
Si	4.005	14.939	30.355	0.113	0.024	0.292
Si	6.756	1.374	30.375	0.059	-0.052	0.374
Si	9.534	4.152	30.391	0.032	-0.127	0.381
Si	6.793	6.805	30.312	0.139	-0.021	0.236
Si	9.536	9.494	30.304	0.13	-0.02	0.307
Si	6.78	12.223	30.356	0.048	0.007	0.449
Si	9.549	14.969	30.338	-0.03	-0.102	0.457
Si	12.284	1.377	30.354	0.016	-0.057	0.357
Si	14.978	4.098	30.38	-0.001	0.022	0.261
Si	12.276	6.831	30.352	0.056	-0.007	0.172
Si	14.99	9.561	30.307	-0.083	-0.002	-0.031
Si	12.293	12.214	30.264	0.065	-0.153	0.253
Si	14.997	14.95	30.284	0.085	-0.131	0.35
Si	0.032	2.738	6.958	0.005	0.042	-0.142
Si	2.681	0.003	6.959	-0.023	0.142	-0.277
Si	-0.005	8.185	6.956	0.054	-0.123	-0.049
Si	2.757	5.44	6.946	-0.082	-0.029	-0.099
Si	-0.017	13.614	6.909	-0.142	0.184	-0.234
Si	2.678	10.841	6.922	0.104	-0.068	-0.238
Si	5.408	2.756	6.966	-0.142	0.065	-0.302
Si	8.169	0.011	6.901	-0.015	0.055	-0.452
Si	5.4	8.098	6.944	0.035	0.046	-0.102
Si	8.114	5.487	6.961	-0.138	0.059	-0.263
Si	5.393	13.584	6.918	0.008	0.018	-0.395
Si	8.14	10.824	6.897	-0.012	0.093	-0.349
Si	10.911	2.762	6.924	-0.1	0.031	-0.4
Si	13.685	0.01	6.896	-0.031	0.001	-0.308
Si	10.875	8.171	6.936	-0.085	0.104	-0.257
Si	13.618	5.467	6.967	0.024	-0.003	-0.213
Si	10.94	13.586	6.865	-0.101	0.047	-0.346
Si	13.633	10.921	6.916	-0.153	0.054	-0.222
Si	1.413	4.092	8.324	-0.029	0.027	-0.187
Si	4.027	1.4	8.304	-0.011	0.017	-0.191
Si	1.344	9.518	8.371	0.028	-0.034	-0.198
Si	4.056	6.766	8.4	-0.031	0.053	-0.203
Si	1.294	14.988	8.297	0.002	-0.008	-0.204
Si	4.036	12.188	8.261	0.012	-0.009	-0.22
Si	6.731	4.137	8.337	-0.003	0.02	-0.204
Si	9.507	1.428	8.245	-0.017	0.012	-0.226
Si	6.756	9.465	8.266	-0.037	0.014	-0.223
Si	9.465	6.845	8.308	0.025	-0.024	-0.208
Si	6.776	14.981	8.205	-0.02	0.015	-0.23
Si	9.532	12.22	8.172	-0.029	0.027	-0.233
Si	12.252	4.105	8.318	0.002	0.009	-0.21
Si	15.011	1.372	8.315	-0.031	0.036	-0.215
Si	12.247	9.566	8.241	0.012	-0.007	-0.195
Si	14.985	6.815	8.339	0.033	-0.024	-0.183
Si	12.315	14.975	8.208	-0.024	0.029	-0.232
Si	14.959	12.3	8.311	0.015	-0.019	-0.199
Si	0.002	0.028	9.748	0.006	0.001	-0.04
Si	2.68	2.708	9.767	0.015	0.01	-0.035
Si	0.081	5.459	9.694	-0.015	-0.015	-0.018
Si	2.68	8.121	9.787	0.003	0	-0.021
Si	-0.013	10.956	9.677	-0.001	0.001	-0.02
Si	2.666	13.577	9.552	-0.001	-0.009	-0.012
Si	5.465	0.061	9.554	-0.018	-0.027	-0.014
Si	8.133	2.793	9.626	0.002	-0.021	-0.013
Si	5.354	5.384	9.835	0.009	-0.015	-0.034
Si	8.078	8.166	9.704	-0.001	0.003	-0.026
Si	5.355	10.771	9.618	0.015	0.008	-0.008
Si	8.128	13.557	9.473	0.018	0	-0.008
Si	10.948	0.049	9.471	0.002	0.004	-0.005
Si	13.657	2.753	9.662	0.001	-0.008	-0.015
Si	10.811	5.451	9.617	0.019	0.016	-0.011
Si	13.585	8.227	9.612	0.007	0.008	-0.015
Si	10.865	10.914	9.588	-0.003	-0.006	-0.021
Si	13.618	13.688	9.698	-0.012	-0.006	-0.028
Si	1.366	1.34	11.193	0.007	0.005	-0.002
Si	3.972	3.972	11.274	-0.01	0.006	-0.008
Si	1.324	6.778	11.229	-0.009	0.004	-0.007
Si	4.039	9.478	11.151	-0.005	0.006	-0.014
Si	1.356	12.327	11.053	0.006	-0.004	-0.009
Si	4.086	14.958	10.746	0.009	-0.002	0.013
Si	6.774	1.442	10.962	0.009	-0.008	-0.008
Si	9.446	4.142	11.037	0.004	-0.004	-0.006
Si	6.725	6.798	11.134	-0.006	0.008	-0.009
Si	9.472	9.598	10.959	0.012	-0.002	-0.006
Si	6.779	12.148	10.82	-0.016	0.015	0.004
Si	9.527	14.997	10.662	-0.007	0.004	0.009
Si	12.244	1.378	10.936	-0.007	0	-0.001
Si	15.109	4.057	11.028	-0.011	0.023	0.002
Si	12.162	6.859	10.878	0.011	-0.015	0.002
Si	14.906	9.621	10.989	0.003	-0.009	-0.004
Si	12.16	12.329	10.954	0	-0.007	-0.004
Si	14.953	15.066	11.141	0.002	-0.007	-0.012
Si	-0.076	2.622	12.647	-0.009	0.001	-0.013
Si	2.923	-0.096	12.284	-0.004	-0.01	-0.006
Si	-0.081	8.301	12.429	-0.003	0.004	0.007
Si	2.534	5.295	12.73	0.005	0.005	-0.008
Si	0.058	13.753	12.485	0.001	-0.012	0
Si	2.697	10.938	12.447	-0.001	0.004	0.006
Si	5.465	2.594	12.593	0.004	-0.002	-0.003
Si	8.255	0.01	12.027	0	-0.011	0.013
Si	5.33	8.077	12.596	0.007	0.005	0.002
Si	8.119	5.464	12.513	0.001	0.002	-0.001
Si	5.431	13.581	12.019	-0.003	0	0.013
Si	8.083	10.927	12.333	-0.001	0.002	-0.004
Si	10.85	2.735	12.258	0.008	0	0.01
Si	13.513	0.088	12.472	-0.01	0.003	-0.009
Si	10.788	8.191	12.276	0.006	0.003	-0.003
Si	13.684	5.575	12.08	-0.008	-0.006	0.016
Si	10.71	13.72	12.169	-0.004	0.008	-0.005
Si	13.507	11.017	12.324	0.005	-0.002	0.002
Si	1.088	3.902	14.24	-0.002	-0.006	0.037
Si	4.682	0.622	13.723	-0.003	-0.003	0.034
Si	0.976	9.953	13.751	0.004	-0.008	0.019
Si	4.203	6.394	13.971	-0.016	-0.004	0.032
Si	1.833	14.792	13.742	0.015	0.007	0.025
Si	4.008	12.557	13.542	0.011	-0.002	0.014
Si	6.561	4.266	13.854	-0.001	-0.006	0.028
Si	9.696	1.098	13.492	-0.013	0.005	0.001
Si	7.019	9.31	13.696	-0.008	0.002	0.024
Si	9.278	7.132	13.752	0.006	0.003	0.024
Si	6.925	14.879	13.197	-0.004	0.002	-0.006
Si	9.07	12.726	13.516	0.008	-0.001	0.026
Si	12.465	4.066	13.282	-0.002	0.019	0.008
Si	14.438	1.723	13.964	-0.004	0.01	0.031
Si	12.225	9.474	13.559	0.001	-0.003	0.023
Si	14.466	7.271	13.534	0.006	-0.011	0.021
Si	11.828	15.229	13.546	0.005	-0.012	0.027
Si	15.089	12.186	13.618	-0.001	-0.002	0.027
Si	20.131	1.101	21.627	0.001	0.002	0.035
Si	-2.161	1.707	17.096	-0.003	0.004	0.067
Si	0.12	37.713	20.609	0	0.003	0.043
Si	20.882	-1.57	18.199	0.008	0	0.055
Si	19.239	-0.158	16.104	0.006	-0.007	0.063
Si	6.156	10.149	20.71	0.004	-0.008	0.041
Si	26.028	-10.09	21.854	-0.002	-0.002	0.019
Si	1.914	27.308	19.039	-0.008	0.001	0.059
Si	-5.439	-4.991	15.698	-0.002	0.003	0.062
Si	13.529	-3.1	20.514	0.002	-0.009	0.039
Si	-23.302	19.53	18.558	-0.003	0.005	0.055
Si	25.747	-4.466	18.182	0.004	0.007	0.056
Si	14.269	6.143	18.754	0.002	0.015	0.056
Si	7.142	5.181	19.103	0	0.006	0.045
Si	-0.459	5.97	15.948	-0.01	0.015	0.066
Si	8.495	16.918	19.86	0	-0.007	0.037
Si	5.252	-21.846	15.678	-0.012	0.002	0.063
Si	-25.432	4.199	21.787	-0.006	0.004	0.031
Si	-7.713	2.973	15.636	0.019	-0.004	0.063
Si	6.218	12.053	18.329	0.003	0.003	0.046
Si	11.306	10.992	20.456	0.009	-0.003	0.034
Si	-8.487	7.826	20.609	0.004	0.003	0.032
Si	5.562	-15.226	19.154	-0.003	0.003	0.04
Si	10.213	14.775	18.718	-0.005	0.003	0.044
Si	18.873	-6.588	16.4	-0.001	0.008	0.058
Si	28.549	4.089	17.849	-0.001	-0.004	0.042
Si	2.43	-13.65	16.832	0.008	0.006	0.071
Si	2.426	-9.41	16.598	-0.005	-0.003	0.063
Si	26.212	-17.699	21.63	0	-0.003	0.04
Si	13.15	15.205	18.154	-0.008	-0.001	0.051
Si	3.42	-7.741	20.577	0	-0.001	0.037
Si	4.867	-12.473	18.163	0.012	0.003	0.045
Si	-5.558	21.609	15.465	0.017	-0.019	0.051
Si	13.383	8.675	20.324	0.001	0.007	0.035
Si	2.934	-10.606	19.365	0	0.008	0.047
Si	2.499	-2.466	20.317	-0.009	0.002	0.063
Si	31.944	10.957	20.443	0	0	0.032
Si	13.18	13.403	15.754	0	0.001	0.065
Si	32.956	2.487	18.96	0.005	-0.006	0.054
Si	1.033	-0.031	20.77	-0.006	-0.007	0.041
O	2.573	5.861	17.79	-0.005	0.012	-0.045
O	-4.109	-6.827	23.308	0.002	0.001	-0.014
O	13.535	7.564	19.126	0.005	-0.013	-0.019
O	-3.676	3.715	23.061	-0.011	0.009	-0.005
O	7.671	2.759	22.347	0.001	0.008	-0.014
O	0.929	-9.551	16.026	-0.005	-0.007	-0.03
O	23.535	3.657	15.241	-0.016	0.015	-0.043
O	-1.278	5.946	17.338	0.017	-0.003	-0.051
O	-9.823	10.017	15.075	0.016	-0.014	-0.037
O	-7.249	18.422	19.699	0.004	0.011	-0.019
O	1.21	-1.494	20.079	0.002	-0.004	-0.012
O	-0.92	18.621	17.932	-0.013	-0.004	-0.024
O	9.425	-25.302	20.691	-0.001	0.001	-0.004
O	5.299	-0.145	18.178	-0.004	-0.006	-0.027
O	18.686	-3.931	19.662	0.003	-0.009	-0.017
O	-11.395	-7.225	20.729	0.001	0.002	-0.017
O	2.41	16.627	21.555	-0.004	-0.003	-0.016
O	0.702	1.079	19.648	-0.004	0.013	-0.023
O	11.049	15.569	22.587	-0.001	-0.003	-0.018
O	20.176	3.467	16.962	-0.015	-0.007	-0.028
O	4.283	12.116	23.032	-0.001	-0.001	-0.007
O	7.371	-8.465	22.185	0.001	0.004	-0.015
O	9.011	13.802	22.378	0.004	0	-0.015
O	11.117	5.488	21.947	-0.006	-0.001	-0.002
O	10.041	10.934	17.008	0.016	-0.006	-0.045
O	-0.105	-0.087	21.92	0	-0.002	-0.011
O	3.526	6.772	15.418	0.026	-0.003	-0.053
O	7.922	13.821	14.008	0.004	-0.009	-0.01
O	9.533	6.983	23.291	-0.002	-0.008	-0.005
O	26.209	-4.089	14.832	-0.018	0.012	-0.043
O	19.003	-2.567	21.923	-0.002	0.001	-0.007
O	26.84	14.376	20.271	0	-0.002	-0.028
O	17.762	9.533	15.256	-0.01	0.002	-0.043
O	2.267	-5.388	17.45	0.005	-0.01	-0.034
O	10.773	-5.19	21.986	0.001	0.001	-0.017
O	2.885	-2.737	14.125	-0.009	0.006	-0.016
O	6.83	-1.349	23.185	-0.003	0.006	-0.011
O	3.774	-1.762	19.609	0.01	0.003	-0.023
O	5.706	18.815	18.354	-0.002	0.005	-0.024
O	19.834	2.478	22.412	0.004	-0.005	-0.012
O	0.324	10.839	19.222	0.011	0	-0.022
O	-10.279	21.143	22.668	0.015	-0.003	-0.014
O	9.802	36.668	15.296	-0.003	0.005	-0.018
O	8.635	4.661	18.711	0.008	-0.008	-0.008
O	5.931	15.908	14.02	-0.004	0.009	-0.013
O	-3.136	-11.406	18.835	-0.007	-0.01	-0.016
O	17.806	19.491	18.061	0.01	0.001	-0.029
O	2.596	-7.95	17.254	0.001	-0.003	-0.028
O	9.93	6.631	15.186	-0.012	0.014	-0.032
O	3.526	-9.182	19.856	0	-0.009	-0.02
O	11.574	5.207	16.855	-0.016	0.009	-0.037
O	-2.787	7.937	21.782	-0.001	-0.001	-0.014
O	7.81	11.923	18.162	0.005	-0.001	-0.017
O	13.547	14.561	19.588	-0.003	0.015	-0.028
O	18.281	3.002	15.308	-0.014	0.016	-0.052
O	21.289	12.145	14.811	-0.008	0.009	-0.033
O	27.285	3.428	18.605	0.009	0.005	-0.023
O	14.931	-4.065	23.332	0.002	0.003	-0.006
O	5.411	21.669	14.321	0.005	-0.001	-0.022
O	16.144	-5.288	14.085	-0.004	0.009	-0.01
O	8.924	32.536	21.236	-0.005	0.006	-0.015
O	13.74	16.677	17.864	0.006	0.009	-0.025
O	12.387	14.478	14.866	-0.013	0.013	-0.034
O	22.18	11.444	19.787	0.001	0.011	-0.025
O	7.458	-7.001	20.123	-0.003	0.004	-0.006
O	1.655	-10.896	20.297	0.008	-0.002	-0.015
O	9.858	-2.921	17.949	0.001	-0.006	-0.016
O	8.177	8.261	14.182	0.003	-0.003	-0.016
O	4.227	6.656	23.161	0	0.005	-0.001
O	-1.719	1.34	15.561	0.008	0	-0.068
O	6.351	10.649	22.242	0.001	-0.007	-0.027
O	13.432	3.006	14.059	0.007	-0.016	-0.013
O	11.985	-6.809	20.209	0	0.002	-0.01
O	8.543	5.128	21.757	0.002	0.005	-0.015
O	14.461	-3.501	14.972	0.015	-0.007	-0.035
O	13.71	-2.18	17.069	0	-0.015	-0.039
O	11.417	10.051	14.868	0.012	-0.012	-0.035
O	-3.037	13.756	22.029	-0.001	-0.004	-0.022
O	-17.964	-14.667	23.071	0.005	-0.01	-0.011
O	-0.102	-12.82	20.154	0.001	-0.007	-0.019
O	3.928	9.908	15.595	0.011	0.002	-0.019
O	3.979	4.477	19.399	0.003	-0.004	-0.017
O	-2.992	24.694	13.991	-0.005	0.011	-0.007
O	2.624	9.733	19.773	-0.006	0.008	-0.018
O	22.37	4.984	17.917	-0.004	-0.003	-0.014
O	10.772	16.356	14.102	0.009	-0.005	-0.01
O	18.013	-0.719	15.173	-0.014	-0.015	-0.041
O	28.708	12.16	20.107	-0.002	0.002	-0.014
O	9.667	1.354	23.335	-0.008	0.008	0.004
O	16.402	-5.577	21.863	0	0	-0.022
O	8.814	1.65	14.744	0.008	-0.01	-0.032
O	26.321	11.232	19.55	-0.01	0.007	-0.028
O	20.331	16.964	15.199	0.014	0.007	-0.054
O	13.015	2.866	17.118	0.004	-0.006	-0.023
O	-4.143	12.194	16.143	-0.002	0.002	-0.023
O	4.958	0.284	22.38	-0.001	0.006	-0.013
O	-1.778	-6.555	20.224	-0.002	-0.003	-0.006
O	-9.19	-9.611	19.641	-0.004	-0.009	-0.018
O	2.428	1.061	17.062	0.002	-0.005	-0.025
O	-0.279	5.361	22.146	0	0.002	-0.029
O	3.505	-17.753	16.951	-0.014	0.013	-0.037
O	9.045	-0.418	18.684	0.004	-0.005	-0.013
O	21.964	-2.779	18.106	0.001	-0.003	-0.018
O	20.642	-14.965	20.135	0.009	-0.003	-0.03
O	-0.886	6.019	19.83	-0.011	0.001	-0.025
O	6.905	0.729	19.935	-0.001	0.002	-0.014
O	-1.401	-3.907	20.391	-0.001	0.003	-0.013
O	8.759	18.903	17.186	-0.006	0.001	-0.05
O	2.701	8.43	22.031	0.004	0.004	-0.026
O	11.546	15.377	18.055	0.008	0	-0.016
O	5.52	11.124	17.221	-0.004	-0.01	-0.046
O	1.541	4.011	23.207	0.001	0.001	-0.021
O	16.267	-11.77	15.229	0.016	-0.013	-0.035
O	-1.472	6.702	14.976	0.002	0.008	-0.025
O	11.875	5.17	14.315	-0.003	-0.007	-0.017
O	6.677	-12.171	20.283	0	0.004	-0.022
H	0.558	2.196	31.272	0.199	-0.313	-0.311
H	2.175	0.526	31.272	-0.286	0.383	-0.225
H	3.289	4.912	31.25	0.255	-0.234	-0.32
H	4.922	3.259	31.25	-0.295	0.425	-0.236
H	2.195	5.997	31.312	-0.227	0.307	-0.255
H	0.546	7.636	31.312	0.278	-0.279	-0.233
H	4.863	8.654	31.285	-0.324	0.276	-0.259
H	3.226	10.304	31.285	0.33	-0.234	-0.232
H	2.147	11.389	31.24	-0.264	0.264	-0.302
H	0.527	13.056	31.24	0.274	-0.339	-0.279
H	4.837	14.127	31.288	-0.281	0.202	-0.266
H	3.205	15.782	31.288	0.18	-0.461	-0.246
H	7.593	0.567	31.307	-0.289	0.141	-0.244
H	5.944	2.206	31.307	0.326	-0.394	-0.204
H	8.687	4.948	31.323	0.441	-0.211	-0.217
H	10.352	3.326	31.323	-0.183	0.264	-0.237
H	5.941	7.596	31.244	0.351	-0.218	-0.305
H	7.616	5.985	31.244	-0.323	0.322	-0.266
H	8.695	10.296	31.236	0.286	-0.183	-0.304
H	10.363	8.677	31.236	-0.35	0.304	-0.236
H	7.59	11.39	31.288	-0.307	0.217	-0.215
H	5.95	13.037	31.288	0.298	-0.209	-0.254
H	10.373	14.15	31.271	-0.264	0.253	-0.194
H	8.725	15.789	31.271	0.23	-0.218	-0.266
H	11.466	2.203	31.286	0.198	-0.238	-0.286
H	13.116	0.566	31.286	-0.251	0.301	-0.209
H	15.807	3.284	31.312	-0.255	0.29	-0.253
H	14.159	4.923	31.312	0.247	-0.34	-0.254
H	13.091	6.003	31.284	-0.251	0.32	-0.28
H	11.436	7.634	31.284	0.369	-0.246	-0.249
H	15.799	8.727	31.239	-0.212	0.275	-0.334
H	14.169	10.384	31.239	0.422	-0.296	-0.239
H	11.477	13.042	31.197	0.214	-0.213	-0.322
H	13.129	11.407	31.197	-0.423	0.339	-0.21
H	14.199	15.796	31.217	0.175	-0.311	-0.307
H	15.812	14.122	31.217	-0.336	0.339	-0.206
H	-0.797	3.552	6.025	0.268	-0.233	0.27
H	0.842	1.904	6.025	-0.279	0.378	0.243
H	1.874	0.839	6.026	0.31	-0.373	0.205
H	3.481	-0.84	6.026	-0.214	0.283	0.297
H	0.819	7.365	6.024	-0.21	0.264	0.268
H	-0.815	9.019	6.024	0.275	-0.311	0.292
H	1.932	6.258	6.013	0.211	-0.216	0.295
H	3.583	4.622	6.013	-0.316	0.438	0.246
H	0.794	12.782	5.976	-0.192	0.281	0.319
H	-0.833	14.442	5.976	0.319	-0.426	0.207
H	3.509	10.027	5.989	-0.339	0.214	0.234
H	1.87	11.675	5.989	0.164	-0.357	0.275
H	4.601	3.592	6.033	0.408	-0.395	0.188
H	6.219	1.924	6.033	-0.202	0.212	0.32
H	7.332	0.818	5.969	0.273	-0.233	0.19
H	8.993	-0.808	5.969	-0.171	0.286	0.263
H	6.252	7.308	6.012	-0.52	0.234	0.233
H	4.593	8.935	6.012	0.146	-0.338	0.3
H	7.292	6.308	6.029	0.417	-0.397	0.194
H	8.961	4.691	6.029	-0.284	0.093	0.313
H	6.223	12.77	5.986	-0.227	0.248	0.25
H	4.562	14.396	5.986	0.202	-0.359	0.208
H	7.33	11.657	5.965	0.185	-0.28	0.238
H	8.981	10.022	5.965	-0.446	0.215	0.212
H	11.729	1.937	5.991	-0.25	0.204	0.269
H	10.093	3.588	5.991	0.337	-0.142	0.202
H	14.483	-0.835	5.963	-0.24	0.485	0.221
H	12.853	0.822	5.963	0.266	-0.153	0.265
H	10.048	8.988	6.004	0.348	-0.325	0.224
H	11.715	7.367	6.004	-0.35	0.179	0.268
H	12.803	6.295	6.035	0.314	-0.25	0.261
H	14.437	4.642	6.035	-0.277	0.244	0.258
H	10.116	14.406	5.933	0.268	-0.168	0.242
H	11.756	12.759	5.933	-0.351	0.371	0.213
H	12.797	11.728	5.983	0.425	-0.299	0.231
H	14.454	10.098	5.983	-0.224	0.331	0.276

Results
free energy: -231035.904 eV
free energy less fixed offsets of H -15.71, O -570.45, Si -639.56 eV per atom: -5.224 eV

The program warned: the cutoff lies below the one the program advises for these potential files; the forces do not sum to zero within the program's tolerance; empty levels may hold ghost states of the PAW files; the exchange-correlation potential is rough where the density is thin.
